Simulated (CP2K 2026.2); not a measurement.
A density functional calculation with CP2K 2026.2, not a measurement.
Periodic cell of 534 atoms, Si358O176, from a study of silicon, its oxide and their interface. The atomic structure is a simulated model.
Doubt: the forces sum to 2.39 eV/angstrom along one axis rather than to zero, so they err by at least 0.0045 eV/angstrom per atom on average; the grid cutoff is modest.

Settings
functional: PBE
method: Gaussian and plane waves
basis set: DZVP-MOLOPT-SR-GTH
pseudopotentials: GTH-PBE
grid cutoff: 400 Ry, relative cutoff 50 Ry
k points: Gamma only
occupations: fixed
spin: none
net charge: 0

Cell vectors (angstrom)
a 16.4025 0 0
b 0 16.4025 0
c 0 0 35.7356

Atoms and the computed forces on them: element, x, y, z (angstrom), force x, y, z (eV/angstrom)
Si -0.379 -0.22 -0.434 -0.538 0.149 0.125
Si 3.243 2.419 -0.292 -0.072 0.449 0.228
Si -0.632 4.934 -0.541 0.149 0.046 0.234
Si 2.481 8.256 0 0.253 0.46 0.393
Si 0.102 11.29 0.141 -0.227 0.02 0.206
Si 2.821 13.539 0.678 0.202 0.048 0.222
Si 5.207 -0.106 0.015 0.163 -0.204 0.241
Si 8.915 1.866 0.167 -0.025 0.166 -0.252
Si 5.687 5.582 -0.583 0.305 -0.221 0.045
Si 8.198 8.354 -0.133 -0.017 -0.058 0.044
Si 4.882 11.344 0.193 0.036 0.159 -0.132
Si 8.538 12.733 -0.153 0.247 0.104 -0.088
Si 10.685 0.354 0.558 0.386 -0.323 0.079
Si 14.01 2.085 0.017 -0.465 -0.27 0.494
Si 11.388 5.735 -0.408 0.022 -0.206 -0.109
Si 13.214 8.781 0.118 0.056 0.102 -0.166
Si 10.921 10.845 0.552 0.165 0.119 -0.336
Si 13.901 13.179 0.177 -0.313 0.007 -0.032
Si 1.67 1.546 1.322 0.279 -0.239 0.272
Si 4.305 4.182 0.911 -0.213 -0.063 0.029
Si 1.221 6.819 1.292 -0.349 -0.256 -0.289
Si 3.822 9.702 1.489 -0.251 -0.225 -0.231
Si 1.344 12.254 1.858 0.184 -0.075 -0.281
Si 4.183 15.059 1.723 -0.034 0.024 -0.272
Si 6.967 1.093 1.217 -0.426 -0.068 -0.064
Si 9.514 3.873 1.285 -0.018 0.006 -0.045
Si 6.844 6.806 1.12 0.096 0.336 0.02
Si 9.522 9.386 1.579 -0.223 -0.08 -0.185
Si 6.826 12.129 1.405 -0.047 0.079 -0.107
Si 9.648 14.965 1.551 0.217 0.109 -0.171
Si 12.464 1.319 1.621 -0.121 -0.055 -0.312
Si 15.066 3.75 1.33 0.047 0.113 -0.139
Si 12.361 6.924 1.343 -0.047 0.07 0.216
Si 15.097 9.658 1.338 -0.054 -0.024 -0.306
Si 12.358 12.235 1.687 0.146 0.022 -0.159
Si 14.961 14.956 1.318 0.107 -0.293 0.009
Si 0.162 2.694 2.751 -0.021 -0.077 0.113
Si 2.776 0.077 2.876 -0.123 0.196 0.101
Si -0.043 8.167 2.736 -0.14 0.217 0.097
Si 2.743 5.388 2.475 0.22 -0.03 -0.017
Si -0.067 13.743 2.893 -0.197 0.114 0.065
Si 2.678 10.886 3.105 0.085 -0.08 0.107
Si 5.57 2.733 2.486 0.049 -0.276 -0.113
Si 8.191 -0.116 2.833 -0.031 -0.122 0.116
Si 5.396 8.191 2.607 0.006 -0.087 -0.189
Si 8.173 5.383 2.585 0.027 0.114 0.078
Si 5.614 13.631 2.879 0.185 -0.142 0
Si 8.116 10.782 2.849 -0.132 0.019 0.2
Si 11.035 2.78 2.774 0.057 0.261 0.233
Si 13.75 -0.128 2.876 -0.038 0.069 -0.038
Si 10.938 8.068 2.844 0.114 -0.144 0.229
Si 13.728 5.387 2.624 -0.074 -0.078 -0.127
Si 10.97 13.614 2.938 -0.068 0.058 -0.018
Si 13.766 10.875 2.922 0.169 0.045 0.194
Si 1.472 4.112 4.075 0.016 -0.039 -0.095
Si 4.214 1.457 4.093 -0.036 0.062 -0.166
Si 1.272 9.452 4.264 0.136 0.019 -0.003
Si 4.058 6.758 3.98 0.019 0.157 -0.172
Si 1.37 15.091 4.222 0.017 0.011 -0.165
Si 4.161 12.3 4.246 0.021 0.015 0.005
Si 6.835 4.059 4.021 -0.027 -0.006 -0.044
Si 9.602 1.356 4.091 0.03 -0.028 -0.004
Si 6.727 9.447 4.171 0.115 0.057 -0.137
Si 9.518 6.697 4.11 0.043 0.012 -0.134
Si 6.888 15.001 4.292 -0.052 -0.007 -0.064
Si 9.537 12.203 4.194 0.017 -0.045 -0.116
Si 12.365 4.145 4.142 -0.114 -0.105 -0.066
Si 15.137 1.326 4.138 0.067 0.007 -0.071
Si 12.31 9.481 4.195 0.12 -0.021 -0.08
Si 15.02 6.772 4.091 0.13 -0.055 -0.1
Si 12.329 15.007 4.276 -0.083 -0.024 -0.039
Si 15.05 12.316 4.293 -0.104 -0.039 -0.188
Si 0.007 0.014 10.988 0 -0.012 0.007
Si 2.747 2.737 11.003 -0.016 0.008 0.007
Si 0.013 5.451 11.009 0.002 -0.009 0.002
Si 2.743 8.18 11.003 0.014 0.007 0
Si 0.005 10.933 11 -0.046 0.007 0.008
Si 2.749 13.68 10.989 -0.024 -0.019 -0.014
Si 5.467 0.016 11.008 -0.013 0.014 0.007
Si 8.187 2.728 10.993 -0.016 0.031 -0.001
Si 5.468 5.459 10.996 -0.019 0.01 0.001
Si 8.184 8.173 10.981 -0.014 0.016 -0.002
Si 5.47 10.917 10.989 0.004 0.029 0.011
Si 8.198 13.664 10.998 0.001 -0.034 0.005
Si 10.931 -0.004 11.003 -0.001 -0.029 0.01
Si 13.674 2.728 10.994 -0.004 -0.013 -0.002
Si 10.914 5.445 10.973 0.009 0.024 -0.006
Si 13.661 8.179 10.994 -0.02 0.007 -0.006
Si 10.919 10.918 10.997 0.026 0.014 0.005
Si 13.672 13.671 10.985 -0.004 0.019 -0.008
Si 1.369 1.377 12.362 -0.008 -0.02 -0.001
Si 4.107 4.104 12.372 0.003 0.004 -0.02
Si 1.389 6.81 12.379 -0.037 0.04 0
Si 4.107 9.553 12.367 -0.014 0.005 -0.005
Si 1.377 12.321 12.352 0.031 0.052 -0.006
Si 4.091 15.058 12.375 -0.009 -0.043 0.005
Si 6.814 1.394 12.387 0.042 -0.056 0.015
Si 9.539 4.101 12.356 0.027 -0.036 0
Si 6.825 6.827 12.366 0.001 -0.005 -0.008
Si 9.534 9.553 12.346 0.011 0.022 -0.004
Si 6.824 12.3 12.358 0.015 0.004 -0.004
Si 9.557 15.038 12.374 0.007 0.014 -0.001
Si 12.296 1.371 12.362 0.041 0.004 0.005
Si 15.04 4.085 12.369 0.002 0.023 -0.004
Si 12.274 6.812 12.34 -0.014 -0.012 -0.01
Si 15.025 9.567 12.354 0.037 0.01 0.008
Si 12.289 12.31 12.338 -0.003 -0.022 -0.023
Si 15.034 15.052 12.343 -0.026 -0.053 0.006
Si 0.013 2.731 13.748 -0.006 0.003 -0.011
Si 2.73 0.038 13.752 -0.017 0.006 0.005
Si 0.005 8.197 13.701 0.01 -0.045 -0.019
Si 2.762 5.451 13.766 0.044 -0.055 0.002
Si 0.017 13.714 13.708 -0.03 -0.043 0
Si 2.747 10.949 13.708 -0.019 -0.002 -0.008
Si 5.455 2.773 13.776 -0.102 0.066 0.003
Si 8.183 0.016 13.733 -0.001 -0.008 -0.019
Si 5.472 8.188 13.748 -0.005 0.021 -0.002
Si 8.174 5.462 13.739 -0.006 0.025 -0.013
Si 5.464 13.683 13.721 -0.003 -0.032 -0.008
Si 8.184 10.928 13.727 -0.014 0.015 0.019
Si 10.901 2.732 13.711 -0.012 0.024 -0.021
Si 13.671 0.007 13.726 0.001 -0.007 0.003
Si 10.89 8.172 13.695 0.045 0.045 0.002
Si 13.635 5.444 13.7 0.019 -0.009 -0.007
Si 10.936 13.665 13.729 0.049 -0.059 0.037
Si 13.649 10.955 13.703 -0.071 0.116 0.028
Si 1.402 4.069 15.13 -0.06 -0.004 -0.033
Si 4.067 1.426 15.143 0.03 -0.06 0.017
Si 1.379 9.575 15.051 -0.037 0.045 0.038
Si 4.147 6.804 15.142 -0.021 0.005 0.06
Si 1.338 15.104 15.117 -0.002 -0.068 0.053
Si 4.111 12.308 15.087 0.001 0.049 -0.013
Si 6.808 4.151 15.16 0.068 -0.047 0.064
Si 9.532 1.395 15.099 -0.014 0.023 0.031
Si 6.823 9.569 15.115 0.009 0.04 0.041
Si 9.535 6.823 15.097 -0.003 -0.046 0.052
Si 6.801 15.07 15.095 -0.016 0.001 0
Si 9.551 12.3 15.091 -0.013 0.008 -0.005
Si 12.25 4.097 15.074 0.026 0.007 0.017
Si 15.031 1.374 15.109 -0.008 0.013 0.053
Si 12.236 9.579 15.019 0.007 -0.117 -0.018
Si 15.012 6.824 15.025 0.015 0.048 -0.039
Si 12.299 15.051 15.093 -0.029 0.018 0.045
Si 15.04 12.343 15.042 0.092 0.017 -0.011
Si 0.021 0.104 16.561 -0.043 0.004 -0.037
Si 2.729 2.745 16.618 0.022 0.115 0.095
Si -0.033 5.45 16.369 -0.03 -0.059 0.096
Si 2.754 8.211 16.415 0.163 -0.012 0.04
Si -0.035 10.922 16.38 0.038 0.101 0.182
Si 2.734 13.704 16.398 -0.042 0.046 0.115
Si 5.463 0.077 16.467 -0.06 0.004 0.111
Si 8.172 2.765 16.493 0.014 -0.013 0.149
Si 5.509 5.508 16.637 -0.064 0.124 0.102
Si 8.177 8.183 16.487 0.02 0.09 0.022
Si 5.462 10.947 16.487 0.115 -0.09 0.033
Si 8.176 13.699 16.427 -0.028 -0.038 -0.034
Si 10.873 -0.002 16.441 0.11 0.024 0.002
Si 13.58 2.701 16.426 0.022 -0.063 0.032
Si 10.897 5.458 16.461 -0.05 0.005 0.085
Si 13.623 8.214 16.326 0.003 -0.016 0.144
Si 10.873 10.875 16.449 -0.04 0.066 0.114
Si 13.762 13.761 16.442 0.026 -0.089 -0.043
Si 1.324 1.44 18.078 -0.095 -0.024 0.12
Si 4.107 4.137 18.001 0.09 -0.086 -0.106
Si 1.316 6.86 17.691 -0.1 -0.107 -0.034
Si 4.158 9.499 17.851 0.004 -0.073 -0.024
Si 1.366 12.3 17.711 -0.125 -0.131 -0.259
Si 4.036 15.138 17.776 -0.042 0.033 -0.303
Si 6.805 1.429 17.912 -0.03 0.092 0.121
Si 9.536 4.118 17.889 -0.082 -0.019 -0.099
Si 6.905 6.948 18.051 0.027 -0.071 0.086
Si 9.48 9.506 17.924 -0.045 0.027 0.084
Si 6.858 12.338 17.819 0.05 0.014 -0.052
Si 9.482 15.079 17.812 -0.168 0.121 0.049
Si 12.228 1.319 17.84 0.041 -0.055 0.058
Si 14.955 4.097 17.703 0.166 0.051 -0.142
Si 12.265 6.903 17.73 0.035 0.115 -0.124
Si 14.964 9.538 17.73 0.026 0.09 -0.217
Si 12.376 12.278 17.6 0.13 -0.026 -0.149
Si 15.062 15.169 17.937 -0.083 -0.104 0.148
Si -0.253 2.883 19.309 0.14 0.205 -0.004
Si 2.777 -0.019 19.37 0.062 -0.087 0.135
Si -0.111 8.114 19.05 -0.013 0.037 0.035
Si 2.727 5.695 19.135 0.041 -0.15 0.087
Si 0.132 13.718 19.132 0.081 0.078 0.215
Si 2.69 10.854 19.034 -0.163 0.097 0.157
Si 5.519 2.814 19.443 0.14 -0.084 0.368
Si 8.14 0.037 19.32 0.034 -0.041 0.27
Si 5.549 8.371 19.492 -0.204 0.138 0.115
Si 8.346 5.554 19.385 0.06 -0.146 0.276
Si 5.42 13.761 19.024 0.053 0.001 0.229
Si 8.104 10.959 19.314 0.083 0.12 0.293
Si 10.842 2.655 19.216 -0.162 -0.084 0.352
Si 13.561 0.059 19.37 -0.083 0.022 0.274
Si 10.983 8.17 19.248 0.036 -0.103 0.277
Si 13.614 5.499 18.992 -0.06 -0.042 0.115
Si 10.977 13.606 18.82 -0.016 -0.128 0.22
Si 13.642 10.959 19.066 0.106 0.094 0.355
Si 0.329 4.746 20.728 -0.059 -0.459 0.228
Si 4.388 1.095 20.732 -0.031 0.14 0.048
Si 1.033 9.714 20.287 -0.025 0.03 0.28
Si 4.111 6.849 20.595 0.026 0.428 -0.063
Si 1.848 14.545 20.621 -0.038 -0.098 0.189
Si 3.997 12.364 20.208 0.012 -0.044 0.22
Si 7.181 4.07 20.815 -0.024 0.051 -0.572
Si 9.256 1.623 20.787 -0.061 -0.019 -0.489
Si 6.287 10.309 20.894 0.165 0.008 0.062
Si 10.168 6.445 20.746 0.132 0.059 -0.183
Si 6.507 15.193 20.562 0.05 0.03 0.137
Si 10.001 12.055 20.236 -0.159 -0.104 0.038
Si 12.266 4.122 20.316 0.048 0.12 0.308
Si 14.497 1.936 20.673 -0.249 0.048 -0.12
Si 12.158 9.805 20.501 -0.187 0.15 0.005
Si 15.174 6.519 20.392 -0.162 0.226 0.122
Si 12.03 14.894 20.421 0.273 0.006 -0.086
Si 15.285 12.144 20.28 -0.039 -0.09 -0.133
Si 1.117 -1.296 23.696 0.301 -0.128 0.332
Si 1.268 4.704 23.663 0.207 0.12 0.073
Si -0.318 9.928 28.516 -0.072 0.043 -0.011
Si 0.27 9.721 23.07 0.271 -0.036 0.38
Si 8.001 10.684 23.437 0.052 -0.023 0.207
Si 3.638 2.576 23.462 -0.173 0.166 0.209
Si 3.42 7.146 23.47 -0.209 0.006 0.28
Si 5.334 5.071 22.73 -0.17 0.222 0.257
Si 3.719 7.944 29.077 -0.05 0.087 -0.075
Si 9.048 10.42 26.215 0.147 0.078 0.119
Si 8.461 13.654 22.473 0.008 -0.116 -0.101
Si 14.665 -4.753 26.41 0.008 0.058 0.07
Si 14.468 1.765 28.172 -0.063 -0.005 -0.034
Si 9.603 8.185 23.443 0.036 -0.029 0.104
Si 13.91 8.322 22.709 0.088 0.016 0.007
Si 12.176 7.644 25.158 0.035 -0.207 0.31
Si 10.238 16.058 22.687 0.074 -0.004 0.216
Si 0.838 2.071 27.275 0.019 -0.029 -0.021
Si 7.329 5.033 32.652 0.202 -0.213 -0.382
Si 5.789 6.157 30.329 -0.018 -0.055 -0.28
Si 2.278 9.533 25.13 0.044 0.149 -0.007
Si 2.521 10.354 28.068 -0.012 0.053 -0.038
Si 5.831 19.651 30.927 0.067 -0.334 -0.191
Si 4.438 -3.862 28.509 -0.146 -0.055 0.049
Si 15.041 0.258 23.054 -0.052 -0.038 0.484
Si 0.853 7.123 28.108 0.02 0.13 -0.008
Si 11.826 11.756 26.159 -0.025 0.102 0.073
Si 7.749 12.145 32.639 0.211 0.135 -0.254
Si 11.731 2.516 27.001 0.121 -0.033 0.075
Si 14.762 3.513 30.603 -0.039 0.083 -0.186
Si 8.583 7.516 26.109 0.136 0.113 0.152
Si 17.278 12.017 24.543 0.116 -0.121 0.163
Si 13.995 13.895 22.399 -0.153 -0.318 0.234
Si 13.282 13.984 25.468 -0.2 0.042 0.366
Si 0.175 4.912 26.477 -0.051 -0.031 -0.095
Si 2.865 0.519 25.467 -0.103 0.008 0.106
Si 1.19 11.969 33.01 0.011 -0.28 -0.109
Si -1.582 5.79 28.66 -0.019 -0.006 -0.029
Si -3.868 16.779 24.813 -0.061 -0.048 0.351
Si 0.002 9.597 31.538 -0.011 -0.08 -0.212
Si 3.208 -1.083 28.1 -0.183 0.007 -0.158
Si 1.04 -1.866 29.799 -0.104 -0.051 -0.325
Si 7.187 11.363 28.416 0.041 -0.03 -0.022
Si 6.512 8.181 28.263 0.095 0.16 0.028
Si -1.909 13.662 30.579 -0.149 -0.056 -0.22
Si 4.628 7.245 33.858 -0.155 0.073 -0.23
Si 12.9 -0.588 29.403 -0.114 -0.017 -0.105
Si 12.094 -3.399 28.995 -0.062 -0.009 -0.076
Si 12.313 7.457 28.185 -0.029 0.059 0.119
Si 8.844 -0.138 31.216 -0.031 -0.055 -0.073
Si 10.754 17.994 29.704 -0.1 -0.076 -0.056
Si 10.686 11.79 31.36 0.086 -0.068 -0.235
Si 0.67 4.716 32.545 0.008 0.216 -0.138
Si 2.992 2.86 32.258 0.161 0.083 -0.156
Si -2.577 9.184 32.988 -0.101 -0.039 -0.264
Si 1.768 7.617 32.856 -0.113 0.042 -0.273
Si 4.113 15.384 33.008 0.317 -0.043 -0.093
Si 2.061 17.194 29.96 0.069 0.069 -0.212
Si 7.306 -2.434 30.388 0.15 0.196 -0.097
Si 11.374 -7.699 31.005 0.04 0.207 -0.141
Si 6.26 9.851 33.815 0.158 0.01 -0.154
Si 9.688 6.998 33.089 0.041 0.005 -0.284
Si 10.373 17.297 33.549 -0.118 -0.141 -0.227
Si 5.999 16.62 30.965 0.248 -0.04 -0.148
Si 12.088 3.011 31.864 -0.205 -0.226 -0.317
Si 17.606 -1.499 33.995 0.472 -0.354 -0.105
Si 10.892 5.502 26.589 0.085 0.038 0.002
Si 12.951 4.525 34.178 0.178 -0.014 -0.133
Si 19.792 12.912 31.33 -0.029 0.002 -0.205
Si 13.297 12.331 33.062 -0.219 0.005 -0.28
O 5.765 -4.514 27.821 -0.202 0.02 -0.25
O -1.574 0.898 34.895 0.484 0.039 0.44
O 2.11 4.202 32.01 0.247 -0.117 0.022
O 2.804 2.505 33.844 -0.276 -0.042 0.22
O 0.23 11.151 31.969 0.1 0.267 -0.037
O -0.451 4.061 31.556 0.037 0.034 0.102
O 0.38 4.235 34.091 0.187 -0.045 0.117
O 1.601 8.372 34.315 0.065 0.031 0.415
O -1.115 12.353 35.536 -0.105 0.067 0.024
O 1.023 11.235 34.479 -0.038 0.006 0.315
O 1.795 14.29 35.396 -0.233 0.102 -0.224
O 2.519 15.689 33.302 -0.284 -0.096 0.188
O 7.389 0.278 31.832 -0.119 -0.104 0.25
O 4.43 1.293 35.401 -0.145 0.196 0.004
O 9.017 -2.117 35.881 -0.068 -0.453 0.601
O 9.127 1.787 34.21 -0.022 0.114 0.237
O 0.106 6.218 35.893 0.145 0.566 0.275
O 3.99 7.713 35.315 0.106 -0.099 -0.103
O 8.718 7.882 34.077 -0.319 -0.028 0.33
O 7.199 9.608 35.15 0.251 -0.118 0.125
O 5.093 10.82 34.377 -0.13 0.006 0.008
O 3.884 12.618 35.551 0.008 -0.174 0.441
O 9.898 11.781 35.351 -0.163 0.166 0.124
O 6.927 13.294 31.823 -0.227 -0.151 0.318
O 11.144 0.033 34.704 -0.094 0.098 0.139
O 10.884 -3.683 30.039 0.072 -0.008 -0.051
O 17.221 0.617 36.008 0.062 0.043 -0.423
O 13.251 2.961 34.602 -0.254 0.108 -0.468
O 10.97 6.664 34.028 0.176 -0.092 0.028
O 8.841 5.665 32.606 0.161 -0.134 -0.144
O 15.327 8.847 32.482 0.136 0.02 0.34
O 13.671 8.304 34.345 0.213 -0.317 0.003
O 13.057 15.558 25.776 -0.086 0.159 0.069
O 10.811 10.224 30.937 0.138 0.15 -0.007
O 13.156 13.221 34.426 0.01 -0.006 0.051
O 11.809 12.268 32.421 0.059 0.199 0.28
O 0.311 4.562 22.362 -0.155 0.137 -0.335
O 1.932 4.937 20.41 0.169 0.072 -0.275
O 3.601 1.732 22.063 0.181 -0.346 -0.135
O 2.249 3.401 23.7 -0.087 -0.235 0.04
O 0.833 9.076 24.489 -0.338 0.107 -0.189
O 1.197 9.149 21.853 0.18 -0.02 -0.383
O 4.722 5.432 21.236 0.01 -0.199 0.044
O 3.442 7.64 21.9 0.159 -0.264 -0.219
O 2.966 13.361 21.089 -0.25 0.256 -0.381
O 1.237 15.024 22.081 -0.182 -0.217 -0.168
O 7.886 10.429 25.056 -0.3 -0.225 -0.043
O 5.035 11.409 21.115 0.182 -0.341 -0.431
O 4.845 6.315 23.707 0.148 -0.159 0.059
O 6.897 4.804 22.317 -0.024 -0.03 -0.065
O 9.497 1.076 22.354 0.177 -0.057 -0.294
O 8.289 2.907 21.136 -0.025 -0.139 0.057
O 8.474 11.365 27.412 -0.033 0.068 -0.023
O 6.754 10.174 22.505 -0.323 -0.218 -0.473
O 9.729 7.192 22.163 0.084 0.069 -0.022
O 9.243 9.713 22.954 0.192 0.011 -0.213
O 7.086 14.245 21.812 -0.144 0.208 -0.031
O 5.46 16.31 21.269 0.069 0.227 -0.535
O 9.509 13.147 21.352 0.058 -0.073 -0.048
O 11.09 11.012 20.97 -0.338 -0.181 -0.437
O 11.281 5.231 21.183 -0.013 0.213 -0.518
O 13.351 3.11 21.173 0.408 -0.185 -0.31
O 15.409 1.439 21.992 -0.034 0.147 -0.045
O 16.239 -0.315 24.013 -0.221 -0.004 -0.293
O 13.485 7.812 24.21 0.07 -0.095 -0.128
O 12.72 9.121 21.908 -0.125 -0.291 0.122
O 14.456 7.074 21.81 -0.035 -0.362 -0.051
O 18.57 6.09 23.703 -0.07 0.004 0.047
O 12.572 13.858 21.614 -0.173 0.13 -0.341
O 10.861 15.761 21.199 -0.077 -0.021 -0.222
O 16.338 10.917 20.529 -0.205 -0.157 -0.252
O 14.895 12.698 21.789 0.073 0.222 -0.093
O 2.413 -0.571 24.349 -0.003 -0.021 -0.3
O 0.985 3.69 27.19 0.077 0.045 0.326
O -1.314 5.063 27.188 -0.05 0.141 0.109
O 0.175 4.66 24.877 -0.222 0.146 0.099
O 0.062 8.517 27.79 0.23 0.098 -0.059
O 6.835 4.789 34.188 -0.304 -0.11 0.375
O 0.454 11.347 23.126 -0.049 -0.081 -0.069
O 2.28 11.198 24.934 0.039 0.065 -0.123
O 2.502 9.379 26.741 0.031 -0.255 -0.011
O 8.149 12.316 23.357 -0.15 0.044 -0.134
O 3.887 1.569 24.735 -0.049 -0.099 -0.122
O 1.645 -1.665 28.25 -0.012 0.167 0.033
O 4.833 3.673 23.395 0.316 0.23 0.116
O 7.156 7.598 26.878 -0.24 0.135 -0.071
O 4.382 7.009 30.253 -0.116 -0.044 0.273
O 2.354 7.163 28.691 0.172 -0.22 0.25
O 12.316 8.235 26.712 -0.18 -0.053 -0.13
O 4.904 8.105 27.957 0.138 0.167 -0.051
O 6.966 9.72 28.748 0.059 -0.014 0.05
O 3.229 9.508 29.295 -0.161 0.035 -0.043
O 9.218 14.894 23.237 -0.072 0.108 0.075
O 3.38 16.378 29.361 -0.128 0.207 0.182
O 14.589 -1.017 22.131 0.103 0.192 -0.266
O 11.817 -3.16 25.473 0.009 0.029 -0.014
O 15.215 2.421 29.475 0.126 -0.007 -0.015
O 13.64 2.701 31.45 -0.182 -0.041 -0.018
O 8.451 7.604 24.473 -0.152 0.134 -0.013
O 10.988 3.891 26.556 -0.099 -0.09 -0.083
O 15.111 9.386 22.926 -0.242 0.067 -0.19
O 10.967 8.328 24.322 0.087 0.261 -0.136
O 16.078 11.631 25.606 0.008 0.148 0.022
O 11.825 6.048 25.352 -0.086 0.153 -0.114
O 10.74 18.224 28.095 -0.045 -0.215 0.099
O 13.265 11.027 25.744 0.11 -0.102 -0.228
O 1.029 -2.777 24.409 -0.032 0.071 -0.169
O 1.601 1.362 26.037 -0.092 0.118 0.028
O 3.354 8.496 24.418 0.164 -0.035 -0.235
O 0.976 6.314 26.701 0.139 0.023 0.154
O 3.527 -0.294 26.711 0.091 -0.15 0.088
O -4.919 6.055 28.012 -0.064 0.041 0.181
O 3.327 7.091 32.831 0.47 -0.121 0.145
O -0.692 9.613 30.059 0.021 -0.129 0.127
O 1.029 10.834 28.501 0.165 0.063 0.068
O 3.234 11.763 27.764 -0.09 0.006 0.009
O 1.477 18.054 28.708 0.028 -0.178 0.101
O 2.44 18.127 31.222 0.118 -0.125 0.062
O 4.372 -4.103 30.149 -0.117 0.04 0.215
O 4.299 -2.282 28.167 0.063 -0.039 0.041
O 9.863 -0.218 32.469 -0.033 -0.098 0.09
O 13.88 0.267 28.421 -0.096 -0.168 -0.019
O 6.302 6.09 31.889 0.013 0.053 0.271
O 7.188 3.616 31.808 0.168 0.062 0.171
O 9.348 8.873 26.669 0.062 -0.202 -0.083
O 10.479 11.002 25.687 0.057 -0.219 -0.094
O 4.726 16.508 31.976 -0.169 -0.065 0.172
O 7.52 12.62 29.452 0.212 0.101 -0.07
O 11.398 -0.178 23.804 -0.112 0.018 0.008
O 13.831 0.876 23.97 0.347 0.152 -0.116
O 10.103 4.795 35.756 -0.044 0.089 -0.077
O 14.168 4.804 29.778 0.095 0.053 0.07
O 11.886 1.57 25.69 0.033 -0.152 -0.09
O 9.378 6.125 26.458 -0.275 0.113 0.138
O 9.22 12.009 31.98 -0.143 -0.037 0.202
O 13.863 7.095 28.53 0.103 0.037 0.102
O 11.664 8.266 29.447 -0.235 0.22 -0.053
O 13.931 13.7 24.008 0.425 -0.114 -0.587
O 14.266 13.262 26.592 0.058 0.2 -0.106
O 15.67 18.044 27.081 -0.132 -0.066 -0.213
O -4.189 4.428 32.674 0.276 0.231 0.315
O 0.957 -0.345 30.428 0.139 0.152 0.323
O -4.565 0.428 30.088 -0.046 -0.116 0.325
O 4.548 3.22 31.943 -0.124 -0.102 0.119
O -2.013 13.068 32.086 0.18 -0.138 0.223
O -1.986 5.307 34.301 -0.048 0.291 0.069
O 0.759 6.352 32.592 -0.267 -0.026 0.007
O -0.093 6.282 29.157 0.07 0.1 0.106
O -0.401 13.788 29.945 -0.064 -0.216 0.031
O 2.169 13.646 30.539 0 -0.13 0.045
O 2.701 11.827 32.35 0.091 -0.258 0.116
O 1.388 8.716 31.682 0.219 -0.255 0.123
O 8.729 -1.6 30.472 -0.044 -0.042 -0.077
O 6.843 7.051 29.426 -0.014 -0.079 0.331
O 6.197 -1.197 30.066 -0.024 -0.125 0.015
O 5.076 -1.004 34.349 0.098 0.182 -0.078
O 5.629 8.442 33.285 0.014 -0.135 -0.198
O -1.498 10.759 27.764 0.095 -0.174 0.175
O 5.916 1.732 30.249 -0.209 0.029 0.171
O 5.645 4.546 29.889 0.093 0.11 -0.142
O -4.284 14.605 28.593 0.222 0.009 0.173
O 4.23 13.948 32.253 0.151 -0.109 0.222
O 7.8 12.733 34.142 -0.386 -0.155 0.168
O 7.056 10.654 32.62 -0.244 -0.165 -0.034
O 13.226 2.712 27.656 -0.057 0.039 -0.121
O 13.806 -1.253 30.583 -0.071 0.147 0.271
O 17.184 -2.835 33.096 -0.042 0.141 -0.033
O 13.576 -3.725 29.629 0.162 0.028 0.008
O 12.759 8.696 31.857 0.252 -0.097 0.055
O 10.247 7.763 31.741 -0.228 -0.075 0.441
O 11.172 2.982 30.485 -0.003 0.048 0.106
O 11.417 1.881 32.808 0.023 0.109 0.18
O 11.971 9.855 35.426 0.212 -0.345 0.187
O 9.295 17.429 30.154 -0.046 0.156 -0.021
O 11.813 11.974 27.774 -0.042 -0.092 0.292
O 13.756 10.784 33.308 0.29 0.061 0.318
Si 0.027 0.02 5.598 0.025 -0.02 0.063
Si 2.802 2.756 5.482 0.052 0.013 0.034
Si 0.044 5.443 5.454 0.004 0.06 -0.031
Si 2.741 8.095 5.495 -0.079 -0.024 -0.035
Si -0.005 10.903 5.612 -0.014 0.021 0.013
Si 2.751 13.682 5.549 0.04 0.054 0.04
Si 5.486 0.033 5.525 0.014 -0.035 0.014
Si 8.208 2.721 5.458 -0.002 0.005 -0.143
Si 5.45 5.433 5.408 0 -0.083 -0.113
Si 8.178 8.109 5.481 -0.059 -0.023 0.021
Si 5.462 10.873 5.578 0.023 0.016 0.037
Si 8.244 13.604 5.597 -0.046 0.03 0.003
Si 10.931 0.017 5.546 0.093 0.033 -0.076
Si 13.723 2.719 5.473 0.015 0.059 -0.024
Si 10.933 5.429 5.513 0.031 -0.001 0.038
Si 13.682 8.119 5.535 -0.114 -0.026 -0.033
Si 10.932 10.862 5.546 -0.006 0.022 0.016
Si 13.665 13.641 5.642 -0.043 -0.051 0.003
Si 1.424 1.405 6.891 -0.014 -0.049 -0.031
Si 4.129 4.112 6.867 -0.056 -0.011 -0.021
Si 1.37 6.783 6.887 0.061 -0.032 0.006
Si 4.072 9.498 6.891 0.021 0.05 -0.032
Si 1.392 12.292 6.922 0.039 -0.06 -0.019
Si 4.117 15.063 6.902 -0.1 0.045 -0.02
Si 6.861 1.38 6.883 -0.001 -0.043 -0.021
Si 9.562 4.066 6.866 0.069 -0.036 -0.022
Si 6.802 6.77 6.842 0.056 0.041 -0.016
Si 9.539 9.491 6.878 0.051 0.024 -0.052
Si 6.84 12.253 6.931 0.035 -0.028 -0.004
Si 9.587 15.026 6.919 0.018 -0.052 0.014
Si 12.329 1.384 6.879 -0.042 -0.019 -0.048
Si 15.078 4.088 6.855 0.003 -0.078 -0.042
Si 12.29 6.788 6.898 0.003 0.046 0.012
Si 15.02 9.512 6.925 -0.003 0.055 0.001
Si 12.277 12.248 6.939 -0.001 0.026 0.001
Si 15.051 15.041 6.944 -0.008 0.009 0.002
Si 0.03 2.743 8.253 0.014 0.034 -0.005
Si 2.753 0.021 8.27 0.024 -0.024 0.007
Si 0.013 8.16 8.27 0 0.043 -0.013
Si 2.748 5.442 8.256 -0.032 0.011 0.019
Si 0.019 13.662 8.284 -0.018 0.001 -0.007
Si 2.743 10.899 8.271 -0.03 0.032 0.019
Si 5.483 2.742 8.243 0.011 0.005 -0.003
Si 8.205 -0.002 8.263 0.005 0 0.005
Si 5.464 8.15 8.24 -0.025 0.004 -0.005
Si 8.186 5.433 8.225 -0.031 -0.001 0.007
Si 5.476 13.668 8.261 -0.005 -0.032 0
Si 8.206 10.881 8.27 -0.008 0.046 0.004
Si 10.938 2.723 8.25 0 -0.009 0.01
Si 13.669 0.013 8.271 0.017 -0.017 0.01
Si 10.924 8.161 8.258 0.018 0.009 0.009
Si 13.687 5.433 8.245 -0.032 0.008 -0.014
Si 10.935 13.651 8.286 0.017 0.003 0.019
Si 13.66 10.892 8.288 -0.048 -0.039 0.003
Si 1.383 4.095 9.636 0.004 -0.019 -0.001
Si 4.119 1.384 9.629 -0.028 -0.032 0
Si 1.367 9.545 9.641 -0.005 0.011 0.01
Si 4.1 6.812 9.627 -0.004 0.024 -0.01
Si 1.382 15.05 9.63 -0.011 -0.017 0.009
Si 4.107 12.292 9.624 0.01 -0.004 0.002
Si 6.832 4.096 9.624 0.018 -0.022 0.001
Si 9.569 1.363 9.631 0.029 -0.039 0.001
Si 6.817 9.529 9.616 0.025 0.003 -0.004
Si 9.542 6.802 9.607 0.029 0.013 -0.009
Si 6.833 15.042 9.637 0.016 -0.008 0.008
Si 9.555 12.28 9.631 0.001 0.002 0.006
Si 12.304 4.085 9.619 0.013 -0.009 0.003
Si 15.05 1.38 9.618 -0.017 -0.021 -0.006
Si 12.278 9.535 9.638 -0.003 0.042 0.007
Si 15.039 6.804 9.635 0.014 0.015 -0.012
Si 12.301 15.04 9.63 0.01 -0.023 0.013
Si 15.036 12.288 9.628 0.024 -0.006 -0.001

Results
total energy: -115452.179 eV
total energy less fixed offsets of O -438.04, Si -107.15 eV per atom: 2.561 eV
